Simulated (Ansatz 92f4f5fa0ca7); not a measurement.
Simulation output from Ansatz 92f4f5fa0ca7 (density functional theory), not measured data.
Periodic cell of 224 atoms, Si134O86N4, from a study of silicon, its oxide and their interface. The atomic structure is a simulated model.
This geometry differs little from another in the collection (a relaxation step or a small displacement).

Settings: functional r2SCAN; potential files Ansatz PAW; basis plane waves; wave-function cutoff 800 eV; density cutoff ratio 5; exchange-correlation grid ratio 1; k mesh 1 x 1 x 1, shifted by 0.5 0.5 0 of a step; self-consistency stop 1e-10 eV per atom in the density residual; occupations fixed; spin none; net charge 0.

Cell vectors (angstrom)
a	10.88	0	0
b	0	10.88	0
c	0	0	31.8188

Atoms: element, x, y, z (angstrom)
Si	0.282	-0.2942	-0.117
Si	2.9845	2.5075	-0.1491
Si	-0.2261	5.6551	-0.0358
Si	2.4349	8.2994	-0.0933
Si	5.2249	0.3323	-0.0001
Si	8.011	2.8291	0.0958
Si	5.8695	5.1088	-0.0491
Si	8.6053	7.9903	0.013
Si	1.4182	1.3313	1.1668
Si	4.1386	4.0804	1.1877
Si	1.3399	6.7899	1.3071
Si	4.0712	9.4995	1.1344
Si	6.7808	1.3567	1.4083
Si	9.5484	4.0836	1.3101
Si	6.9206	6.8038	1.1939
Si	9.6687	9.5175	1.3739
Si	0.0583	2.6839	2.5659
Si	2.746	-0.0283	2.5767
Si	0.0659	8.1408	2.7477
Si	2.7654	5.421	2.5663
Si	5.4291	2.7602	2.6925
Si	8.1901	-0.0398	2.6471
Si	5.4715	8.1485	2.4922
Si	8.1964	5.4556	2.6603
Si	1.4005	4.0513	3.9341
Si	4.0677	1.3388	3.9684
Si	1.4219	9.5393	4.0129
Si	4.127	6.808	3.9099
Si	6.8147	4.115	4.0057
Si	9.5492	1.3634	3.9602
Si	6.7932	9.4683	3.9436
Si	9.5398	6.7834	4.0319
Si	0.0101	-0.0027	5.3358
Si	2.7107	2.6889	5.3279
Si	0.0315	5.4007	5.3253
Si	2.7847	8.1631	5.313
Si	5.4356	-0.0283	5.3012
Si	8.1762	2.7274	5.3252
Si	5.4494	5.4618	5.3355
Si	8.1367	8.1261	5.3375
Si	1.3398	1.3624	6.7109
Si	4.0832	4.0649	6.6479
Si	1.3939	6.803	6.6299
Si	4.0862	9.5268	6.7146
Si	6.7842	1.3487	6.6402
Si	9.5304	4.0727	6.7082
Si	6.8055	6.7824	6.7304
Si	9.4961	9.5053	6.652
Si	-0.0284	2.7006	8.0767
Si	2.6885	0.0081	8.0792
Si	-0.0014	8.1425	7.9747
Si	2.7188	5.4253	7.9756
Si	5.4178	2.6936	8.0156
Si	8.1306	-0.0089	7.9864
Si	5.4432	8.157	8.0525
Si	8.172	5.4183	8.0996
Si	1.361	4.1051	9.3541
Si	4.0394	1.3981	9.4388
Si	1.2451	9.5388	9.3825
Si	4.057	6.7676	9.3391
Si	6.7819	4.0008	9.4058
Si	9.4403	1.3246	9.3867
Si	6.7981	9.5398	9.3751
Si	9.5967	6.7989	9.411
Si	-0.1359	0.0074	10.8063
Si	2.6604	2.8131	10.7885
Si	0.0491	5.3877	10.7988
Si	2.6061	8.1025	10.6067
Si	5.4175	-0.0021	10.7408
Si	8.0932	2.608	10.8121
Si	5.4037	5.391	10.6932
Si	8.2572	8.2515	10.6846
Si	1.1663	1.4917	12.0667
Si	4.0268	4.1599	12.1909
Si	1.4149	6.7974	12.141
Si	3.9265	9.4828	11.8765
Si	6.7218	1.2631	12.2562
Si	9.548	3.9444	12.086
Si	6.9215	6.7642	11.8065
Si	9.3968	9.5862	12.3019
Si	-0.1396	2.663	13.7184
Si	2.5472	0.0411	13.1457
Si	-0.0357	8.1127	13.439
Si	2.8209	5.606	13.6807
Si	5.3184	2.7039	13.5049
Si	7.9226	-0.0779	13.8929
Si	5.4264	8.0507	12.9404
Si	8.1763	5.3963	13.2317
Si	1.1054	4.3879	14.798
Si	3.9641	1.1177	14.6188
Si	1.2888	9.6253	14.5905
Si	4.8126	6.7179	14.7248
Si	6.7973	4.1396	14.5997
Si	8.966	1.6647	15.3163
Si	5.925	9.4428	14.6934
Si	9.6593	6.4968	14.6488
Si	0.5531	6.5638	19.0427
Si	-1.5854	7.5166	17.4054
Si	7.9056	3.6204	21.5618
Si	3.6804	8.93	16.5615
Si	1.8214	9.1007	18.9269
Si	-0.4162	-0.5099	17.1122
Si	4.3686	8.5852	20.1783
Si	5.3425	10.5417	18.3224
Si	4.3084	12.1598	20.7671
Si	-2.7119	11.5398	21.1453
Si	7.8071	3.5807	17.3487
Si	-0.3884	13.1822	21.8833
Si	2.7481	2.8108	16.9185
Si	16.5551	9.9815	22.3514
Si	3.2451	6.6897	18.4612
Si	-1.5828	9.0141	25.7501
Si	-2.8448	11.6683	18.1163
Si	1.2421	-0.3881	25.4914
Si	-5.854	1.4823	26.6288
Si	4.219	4.1726	20.8717
Si	0.9595	13.5061	24.6543
Si	-1.9956	-5.4645	19.2634
Si	4.1286	-0.6637	24.8647
Si	10.1572	5.0831	25.6985
Si	3.3781	-0.6947	27.4944
Si	7.7905	11.0956	27.4232
Si	-1.1552	1.5066	29.5822
Si	-5.107	5.0735	23.2009
Si	-2.6156	6.5766	27.2287
Si	5.8699	6.772	29.2295
Si	1.8288	-5.2238	27.1083
Si	3.7746	3.9955	25.5051
Si	-5.8621	4.5827	17.8771
Si	11.91	3.7784	29.5309
Si	3.2192	7.6236	28.8616
Si	-8.9708	2.6186	19.9702
Si	-2.9593	6.7389	24.5285
Si	6.8635	9.4794	29.8575
O	-0.4042	0.2794	30.3309
O	2.0317	-3.8478	-3.8795
O	0.3936	4.9438	30.4545
O	3.36	-1.6444	28.7743
O	-1.2705	6.8176	-0.5618
O	-2.2488	2.1263	30.5892
O	5.8914	8.2025	29.987
O	4.1319	12.2911	-0.5919
O	6.1365	-0.1569	30.5593
O	-4.1724	-4.4784	23.4952
O	-0.2036	-7.2873	25.2906
O	13.1823	3.1286	30.311
O	2.4708	3.2196	24.8596
O	6.9181	3.9179	-0.4174
O	9.1923	7.9259	26.9958
O	8.2222	8.9835	30.5768
O	-0.1048	5.425	15.1924
O	2.9943	9.5148	20.0208
O	6.898	3.9979	22.7537
O	0.2687	-0.5196	15.6486
O	2.5708	9.0777	15.4064
O	-7.8643	12.4483	15.9005
O	16.3454	-1.7456	19.1112
N	5.0405	8.2056	15.7661
O	1.9406	-5.1016	18.7771
O	-0.5122	5.694	19.8918
O	5.802	5.427	15.1095
N	9.3483	0.844	16.962
O	3.9742	17.9282	19.8768
O	-10.0393	10.2219	18.2171
N	7.9064	13.9926	15.6987
O	6.7459	-0.0547	17.5641
O	5.1523	8.6557	21.5796
O	-1.4377	20.0108	17.45
O	-2.0845	7.0728	15.9327
O	4.2511	5.9467	17.4444
O	4.1234	-0.5386	17.2811
O	-4.3176	-6.2763	17.4813
O	-0.0978	6.8995	17.5964
O	9.0569	4.3786	18.013
O	7.517	2.3063	18.2882
N	2.7578	8.1605	17.7866
O	-1.2523	11.7773	21.8549
O	5.06	10.8161	14.9556
O	2.7126	12.2221	20.5531
O	-2.974	4.7692	20.3874
O	2.519	10.1644	24.4731
O	-8.2592	3.9484	20.6259
O	1.7668	3.8633	16.1977
O	-1.649	-5.6234	27.0597
O	-2.4669	11.0768	19.5937
O	4.6548	11.1572	21.9549
O	8.3961	6.8529	18.6078
O	4.699	5.246	21.9836
O	4.1359	0.7162	27.7704
O	-2.3168	-2.6265	24.4786
O	-8.8336	-8.3578	18.3515
O	-0.0521	9.4892	25.3817
O	1.85	10.3968	26.9961
O	-10.092	12.033	25.2974
O	-6.6257	3.3632	17.1635
O	7.1941	10.4754	21.9482
O	-1.4503	-7.3734	22.0895
O	0.6965	2.4148	23.0652
O	-2.4085	-0.5217	26.1476
O	4.797	2.7242	21.2852
O	-5.9652	4.5184	19.4678
O	4.5793	0.8706	25.1831
O	0.8879	8.0094	19.7181
O	2.9297	7.3903	30.4426
O	-6.0033	4.5449	24.4413
O	-4.2719	1.2309	26.9365
O	3.1758	5.2595	26.3088
O	-3.5482	6.5344	28.5499
O	5.0447	11.7377	19.378
O	-1.6546	5.7193	24.5033
O	4.6043	3.0384	26.535
O	5.2892	9.6428	23.8911
O	8.94	11.8821	28.2573
O	4.5617	6.8929	28.2919
O	7.2248	17.4364	25.9846
O	-3.3996	2.1278	21.0807
O	-0.0598	2.6306	29.1979
O	1.3502	-1.4486	31.2146
O	1.4793	4.437	28.1257
O	0.6398	5.9071	26.0293
O	5.4831	-5.2545	30.2784
O	4.2033	-1.4447	26.2923
O	7.1546	9.9134	28.3371
O	0.375	13.3776	20.4559

Results
free energy: -136303.854 eV
free energy less fixed offsets of N -386.36, O -570.45, Si -639.56 eV per atom: 1.326 eV

Forces (eV/angstrom), in the order of the atoms: element, x, y, z
Si	-0.0061	0.0046	0.0019
Si	0.0013	0.0004	0.0112
Si	-0.0003	-0.0054	0.0049
Si	0	0.0007	0.0046
Si	-0.0032	0.0056	0.0067
Si	-0.0105	0.0123	0.0073
Si	0.004	-0.0087	0.0155
Si	-0.0055	0.0029	0.0055
Si	0.0029	-0.0016	-0.0022
Si	0.0028	-0.0014	-0.001
Si	-0.0006	0	-0.0017
Si	-0.0002	-0.0009	-0.0022
Si	-0.0024	0.0005	0.0028
Si	-0.0019	-0.0021	-0.0024
Si	0.0024	-0.0029	-0.0037
Si	-0.0001	-0.0014	-0.0034
Si	-0.0011	0.0005	-0.0001
Si	0.001	0.002	0.0006
Si	-0.0003	-0.0025	0.0015
Si	0.0021	-0.0038	-0.0011
Si	0.0047	0.0045	-0.0013
Si	-0.0027	0.0019	-0.0006
Si	-0.0003	-0.0004	-0.0001
Si	-0.0033	-0.0038	0.0011
Si	-0.0007	0.0014	0.0005
Si	0.0001	-0.0024	-0.003
Si	0.0015	-0.0009	0.0004
Si	-0.0011	0.0001	0.0006
Si	-0.0002	-0.0009	-0.0036
Si	0.0007	-0.0013	0.0006
Si	0.0005	-0.0013	0.0009
Si	0.0004	0	-0.0011
Si	0.0001	-0.0012	0.0005
Si	0.0007	-0.0001	0
Si	-0.0012	-0.0014	0.0007
Si	0.0006	0.0001	0.0007
Si	-0.0013	0.0003	0.0008
Si	-0.0012	0.0008	0.0006
Si	0.0003	-0.0021	-0.0002
Si	-0.0008	-0.0008	0.0009
Si	-0.0003	-0.0018	0.0001
Si	-0.0011	0.0002	-0.0002
Si	0.0006	-0.0001	-0.0005
Si	0.0004	-0.0008	0.001
Si	0.0005	-0.0002	0.0006
Si	0.0008	-0.0009	0.0011
Si	-0.0002	-0.0005	0.0006
Si	-0.0009	-0.0005	-0.0004
Si	-0.0007	0.0004	0.0008
Si	-0.0004	-0.0003	-0.0002
Si	-0.0004	-0.0017	-0.0006
Si	-0.0009	-0.0004	0.0002
Si	-0.0003	-0.0008	0.0003
Si	-0.0004	-0.0006	0.0007
Si	-0.0005	-0.0001	0.0007
Si	-0.0007	-0.0011	0.0001
Si	0.0008	-0.0009	0.0006
Si	-0.0009	-0.0004	0.0006
Si	-0.0004	0.0009	0.0002
Si	0.0005	0.0001	0.0001
Si	0.0009	-0.0005	0.0006
Si	-0.0002	-0.0002	0.0007
Si	0	-0.0012	0.0006
Si	-0.0006	0.001	0.0005
Si	0.0005	-0.0009	0.0011
Si	-0.0014	0.0008	-0.0003
Si	0.001	0.0002	-0.0003
Si	-0.0013	-0.0021	0
Si	0.0008	-0.0012	-0.0006
Si	-0.0003	-0.0006	0.0009
Si	-0.0013	0.0008	-0.0003
Si	0.001	-0.0007	-0.0009
Si	-0.0004	0.0019	-0.0028
Si	-0.0016	-0.0009	-0.0006
Si	-0.0044	0.0019	-0.0028
Si	-0.0015	-0.0012	-0.0002
Si	-0.0011	-0.0008	0.0009
Si	-0.0009	-0.0027	-0.0013
Si	0.0032	0.0011	-0.0029
Si	0.0001	-0.0007	-0.0001
Si	-0.0001	-0.0025	0.0003
Si	-0.0027	0.0001	-0.0022
Si	0.0009	0.0029	-0.0006
Si	0.0034	-0.0015	-0.0032
Si	0.0047	0.0034	-0.0022
Si	0.0003	0.001	-0.0001
Si	0.0012	-0.0001	-0.0032
Si	-0.0035	0.0021	-0.0012
Si	-0.0003	-0.0037	0.0049
Si	-0.0018	-0.0014	0.0078
Si	-0.0025	-0.0013	0.0006
Si	-0.0021	0.006	0.0162
Si	-0.0032	-0.0025	0.0054
Si	-0.0007	0.0037	-0.0014
Si	0.0061	-0.0062	0.0082
Si	0.0002	0.0036	0.0027
Si	0.0016	-0.0003	-0.0022
Si	-0.0013	0.0027	-0.0045
Si	0.0005	0.0028	-0.0087
Si	-0.0009	-0.0048	-0.0014
Si	-0.0009	-0.0003	-0.0033
Si	-0.0005	0.0017	-0.0034
Si	-0.0036	-0.0027	-0.0065
Si	0.0022	0.0003	-0.0058
Si	-0.0024	0.0016	-0.0063
Si	0.0004	0.0008	-0.0069
Si	-0.0001	-0.0014	-0.0045
Si	-0.0012	-0.0006	-0.0043
Si	-0.001	0.0033	-0.0052
Si	0.0008	0.0011	-0.0052
Si	0.0001	0.001	-0.0057
Si	0.0002	-0.0002	0
Si	0.0016	0.0013	-0.0058
Si	-0.0004	-0.0009	0.0005
Si	0.0005	-0.0005	0.0006
Si	-0.0009	0.002	-0.0072
Si	-0.0005	0.0003	-0.0006
Si	0.0014	0.0008	-0.0053
Si	0.0018	-0.0006	-0.0037
Si	0	-0.0001	0.0006
Si	-0.0001	0.001	-0.0014
Si	0.0016	0.0003	-0.0004
Si	-0.0036	0.0017	0.0026
Si	0.0003	0.0003	-0.0034
Si	0.0009	0.0002	-0.0009
Si	0.0024	-0.0023	0.0013
Si	0.0003	-0.0011	-0.0011
Si	0	-0.0016	-0.0003
Si	-0.0013	0.0042	-0.0065
Si	-0.001	-0.0017	0.0023
Si	-0.0003	0.0002	-0.0027
Si	0.0026	0.0005	-0.0037
Si	0.0003	-0.0004	-0.0003
Si	0.0005	0.0003	0.0006
O	0.0043	0.0002	-0.0053
O	0.0008	-0.0001	0.0015
O	0.0032	0.0045	-0.0021
O	-0.0013	-0.0021	0.002
O	0.0004	-0.002	0.0002
O	0.0039	-0.0134	0.0062
O	-0.0004	0.0001	-0.002
O	-0.0015	-0.0055	-0.0074
O	0.0016	-0.0023	0.0007
O	-0.0017	-0.0016	-0.0012
O	-0.0005	-0.0015	-0.0004
O	-0.0022	-0.0011	-0.003
O	0.0002	-0.0015	0.0022
O	0.0074	0.0064	-0.0178
O	0.0008	-0.0007	0.0022
O	0.0018	-0.0024	-0.0013
O	0.0011	0.0058	-0.002
O	0.0012	0.0004	0.0019
O	-0.001	0.0002	0.0037
O	0.001	0.0002	0.0028
O	0.005	-0.0043	-0.0035
O	0.0005	0.0005	-0.001
O	-0.0012	0.0018	0.0022
N	0.0003	0.001	-0.0043
O	-0.0014	-0.0001	0.0004
O	-0.0004	-0.0018	0.001
O	0.0006	0.0029	-0.0089
N	-0.0009	-0.0007	0.0021
O	0.0033	0.0013	0.0018
O	0.0002	0.0017	0.0028
N	0.0017	-0.0004	0.0035
O	-0.0006	0.0011	0.0018
O	0.0025	0.0021	0.0038
O	-0.0014	0.0011	-0.0001
O	-0.0006	-0.0015	0.0026
O	0.0012	0.0014	0.0027
O	0.002	0.0017	0.0018
O	0.001	0.0013	0.001
O	0.0006	-0.0004	0.0003
O	0.0002	0.0028	0.0016
O	0.0001	-0.0003	0.002
N	-0.0013	0.0022	0.0049
O	0.0027	0.001	0.0012
O	-0.001	0.0032	-0.0044
O	-0.0002	-0.0014	0.0035
O	-0.0009	-0.002	0.0031
O	-0.0002	-0.0004	-0.0003
O	0.0012	0.0024	0.0024
O	-0.0014	-0.0022	0.0037
O	0.0006	-0.0014	0.0009
O	-0.0007	0.0009	0.0049
O	0.0026	-0.0028	-0.0001
O	0	0.0011	0.0027
O	0.0029	0.003	0.0022
O	0.002	-0.0008	-0.0001
O	0.0004	-0.0003	0.0018
O	0.0017	-0.0017	0.0082
O	0.0017	-0.0016	0.0014
O	-0.0004	0.001	0.0002
O	-0.0013	-0.0016	0.0004
O	-0.0002	0.0015	-0.0011
O	0	0	0.0016
O	0.0011	0.0012	0.002
O	0.0026	0.0011	0.0022
O	0.0005	-0.0006	0.001
O	0.002	0.0018	0.0019
O	-0.0036	-0.0014	0.0054
O	0	-0.0008	-0.0006
O	-0.0005	-0.0015	-0.0009
O	-0.0008	-0.0003	0.0015
O	-0.0003	0.0001	0.002
O	0.0011	-0.0006	0.0003
O	0.0009	-0.0006	0.0014
O	-0.0001	-0.0006	0.0001
O	-0.0025	0.0049	0.0011
O	0.0012	-0.0002	0.0022
O	0.0004	-0.0003	0.0014
O	-0.0022	0.0014	0.0046
O	0.0006	0.0019	0.0008
O	-0.0005	-0.0008	0.0016
O	-0.0005	-0.0008	0.0008
O	-0.0015	-0.0002	0.0017
O	-0.005	0.0038	0.0026
O	0.0008	-0.0017	0.0041
O	0.0003	-0.0019	-0.0005
O	-0.0001	-0.0006	0.0008
O	-0.0026	0.001	0.0013
O	0	-0.0013	0.0011
O	-0.0002	-0.0013	0.0019
O	-0.0026	0.0011	0.0003

The program warned: the cutoff lies below the one the program advises for these potential files; the forces do not sum to zero within the program's tolerance; empty levels may hold ghost states of the PAW files; the exchange-correlation potential is rough where the density is thin.
